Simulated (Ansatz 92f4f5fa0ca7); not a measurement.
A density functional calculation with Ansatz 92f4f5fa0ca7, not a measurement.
Periodic cell of 273 atoms, Si167O106, from a study of silicon, its oxide and their interface. The atomic structure is a simulated model.

Settings: functional PBE; potential files Ansatz PAW; basis plane waves; wave-function cutoff 700 eV; density cutoff ratio 5; exchange-correlation grid ratio 1; k mesh 2 x 2 x 1, shifted by 0.5 0.5 0.5 of a step; self-consistency stop 5e-08 eV per atom in the density residual; occupations fixed; spin none; net charge 0.

Cell vectors (angstrom)
a 11.6015 0 0
b 0 13.3963 0
c 0 0 29.8085

Atoms and the computed forces on them: element, x, y, z (angstrom), force x, y, z (eV/angstrom)
Si 11.5504 0.181 22.8993 -0.0122 -0.016 -0.0611
Si 3.9168 0.1548 23.0199 0.0414 -0.0198 -0.0507
Si 7.6702 0.1203 23.1342 -0.0182 -0.001 -0.0414
Si 2.0713 3.4534 22.8796 0.0061 -0.0197 -0.0527
Si 5.9047 3.6817 22.9905 -0.0021 0.0112 -0.0693
Si 9.7614 3.5329 23.0233 -0.0052 -0.0092 -0.0546
Si 11.6644 6.8585 23.0586 -0.0121 -0.0025 -0.0476
Si 3.9583 7.0334 23.1726 0.0362 0.0179 -0.0625
Si 7.7947 6.8859 23.2331 -0.0085 -0.008 -0.0361
Si 2.0365 10.238 23.2383 -0.0172 -0.0004 -0.0461
Si 5.8613 10.0951 23.2869 -0.0481 -0.0247 -0.0472
Si 9.8472 10.0847 23.2158 0.0152 -0.0087 -0.0459
Si 11.6976 2.3839 23.7512 -0.0088 0.0175 0.0047
Si 3.9996 2.4027 23.7503 0.0125 0.0065 0.0063
Si 7.7904 2.4105 23.7684 -0.0309 -0.0058 -0.0035
Si 2.0324 5.7056 23.6933 0.0136 0.004 0.0518
Si 5.8344 5.8046 23.9746 -0.0048 -0.0141 -0.0377
Si 9.7411 5.7261 23.8906 0.0116 -0.002 -0.0097
Si 11.7548 9.0249 24.0163 0.0366 -0.0029 -0.0062
Si 3.9066 9.1336 24.1681 -0.0294 0.0017 -0.0355
Si 7.8517 9.0847 24.0148 0.0173 0.0161 0.011
Si 1.915 12.5073 23.7955 0.0008 0.0027 0.0158
Si 5.7784 12.3727 23.9165 -0.01 0.0093 -0.0179
Si 9.6833 12.3945 23.7791 0.0016 0.0003 0.0111
Si 11.6433 2.2924 26.1687 -0.0045 -0.0015 -0.0245
Si 3.9158 2.306 26.1667 0.0052 0.009 -0.0265
Si 7.7575 2.3103 26.1782 -0.0078 0.0128 -0.0271
Si 1.9766 5.6189 26.1392 0.0142 0.0213 -0.0307
Si 5.8164 5.6573 26.313 0.0002 0.0116 -0.0134
Si 9.707 5.6332 26.2583 -0.0002 0.0078 -0.0115
Si 11.666 8.9746 26.3433 0.0041 0.0312 0.0014
Si 3.8843 9.0115 26.4559 -0.0267 0.0162 0.0046
Si 7.7939 9.0017 26.344 -0.0085 0.0215 -0.0102
Si 1.9248 12.3832 26.1989 0.0016 0.0047 -0.025
Si 5.7991 12.329 26.2766 0.0006 0.0129 -0.0083
Si 9.6862 12.3434 26.1857 0.0149 0.0125 -0.0195
Si 1.9701 1.1935 27.0143 -0.0022 0.0075 0.0105
Si 5.8281 1.1808 27.0181 -0.0012 -0.0066 0.0039
Si 9.6916 1.178 26.9967 0.0067 0.001 0.0113
Si 11.6472 4.5065 27.0109 0.0049 0.0022 0.0163
Si 3.881 4.5079 27.0316 -0.0162 -0.0033 0.0023
Si 7.7576 4.515 27.0421 0.0119 -0.002 -0.0077
Si 1.9644 7.8095 27.0752 -0.0016 -0.0155 -0.0053
Si 5.8461 7.8812 27.0878 0.0248 -0.0119 -0.0124
Si 9.7155 7.8509 27.0718 -0.0059 -0.0108 -0.0035
Si 11.6153 11.2359 27.0357 -0.0006 -0.0102 0.0066
Si 3.8467 11.2665 27.0734 -0.0071 0.0025 -0.006
Si 7.761 11.2399 27.0534 0.0165 0.0002 -0.0033
Si 1.9336 1.1164 29.4135 0.0526 0.1992 -0.2046
Si 5.8008 1.1164 29.4135 0.0484 0.1496 -0.1944
Si 9.6679 1.1164 29.4135 0.0801 0.1171 -0.268
Si 0 4.4654 29.4135 0.1304 0.0726 -0.1778
Si 3.8672 4.4654 29.4135 -0.0715 0.0556 -0.1722
Si 7.7343 4.4654 29.4135 0.094 0.0427 -0.0413
Si 1.9336 7.8145 29.4135 0.0118 -0.1628 0.2641
Si 5.8008 7.8145 29.4135 0.0973 0.0212 0.4069
Si 9.6679 7.8145 29.4135 0.0789 0.0084 0.1361
Si 0 11.1635 29.4135 0.0178 0.1815 -0.113
Si 3.8672 11.1635 29.4135 -0.0917 0.2922 0.2126
Si 7.7343 11.1635 29.4135 0.0468 0.2041 -0.0267
Si 0 0 0.3944 -0.0797 -0.1388 -0.1603
Si 3.8672 0 0.3944 0.0441 -0.1941 0.3248
Si 7.7343 0 0.3944 -0.2042 -0.2461 0.0727
Si 1.9336 3.3491 0.3944 0.1067 -0.1742 -0.0938
Si 5.8008 3.3491 0.3944 -0.1187 -0.143 0.2344
Si 9.6679 3.3491 0.3944 -0.1979 -0.009 -0.0275
Si 0 6.6981 0.3944 -0.1136 -0.0312 0.0322
Si 3.8672 6.6981 0.3944 0.0014 -0.1632 -0.1292
Si 7.7343 6.6981 0.3944 0.0276 -0.0696 0.0926
Si 1.9336 10.0472 0.3944 -0.0457 -0.0118 -0.1183
Si 5.8008 10.0472 0.3944 0.1159 0.1011 0.0347
Si 9.6679 10.0472 0.3944 0.0028 -0.1426 -0.0946
Si 11.5472 -0.0495 2.7447 -0.0002 -0.0021 0.0121
Si 3.8441 -0.0721 2.8043 0.0282 -0.0055 -0.0186
Si 7.6639 -0.094 2.7726 -0.0199 -0.0025 -0.0097
Si 1.9308 3.2681 2.7444 0.0312 0.0053 0.0081
Si 5.7518 3.2728 2.8005 -0.0079 0.0102 -0.0207
Si 9.5996 3.3092 2.763 -0.0294 0.0002 0.0012
Si 11.572 6.6348 2.7569 -0.0092 0.0135 0.0044
Si 3.8684 6.6183 2.7403 0.0059 -0.0072 0.0081
Si 7.7341 6.6429 2.7684 0.0004 0.0006 -0.0095
Si 1.9247 9.9977 2.7529 -0.0211 0.0087 0.0049
Si 5.8202 10.0378 2.7728 0.0072 -0.0002 -0.0036
Si 9.6761 9.9742 2.7514 -0.0058 0.0044 -0.0031
Si 11.5529 2.2015 3.4451 -0.0048 -0.0131 -0.0034
Si 3.8181 2.1234 3.6517 0.0008 -0.009 0.0258
Si 7.6789 2.1134 3.5568 0.0076 0.0017 0.0126
Si 1.9055 5.4988 3.4754 -0.0065 -0.0074 0.0067
Si 5.8053 5.5225 3.5661 0.0043 -0.0145 0.0135
Si 9.6499 5.5235 3.6149 0.0006 -0.0179 0.0197
Si 11.6107 8.8643 3.5596 0.0018 -0.0212 0.0178
Si 3.8934 8.8659 3.4302 -0.0034 -0.009 -0.0011
Si 7.7392 8.8746 3.5513 -0.0155 -0.0191 0.0131
Si 1.8646 12.2298 3.5482 0.002 -0.0131 0.0152
Si 5.7527 12.2152 3.7447 0.0072 -0.0025 0.0419
Si 9.6162 12.1955 3.5143 0.0118 -0.0036 0.016
Si 11.4765 2.1596 5.7631 -0.0118 -0.015 0.0455
Si 3.7301 2.0283 6.076 -0.0124 -0.0153 -0.0308
Si 7.6068 1.9686 5.9262 -0.0045 -0.011 0.0032
Si 1.8776 5.4066 5.8093 -0.0142 -0.0048 0.02
Si 5.8035 5.4647 5.9398 0.0257 0.0017 0.0032
Si 9.622 5.4461 6.0177 0.005 -0.0095 -0.0236
Si 11.639 8.793 5.9359 0.0202 -0.0165 -0.0201
Si 3.9154 8.7874 5.7458 0.0267 -0.0113 0.0447
Si 7.7736 8.8098 5.9231 0.0053 -0.0079 -0.0019
Si 1.7821 12.1587 5.9195 -0.0588 -0.0143 0.0302
Si 5.7171 12.1161 6.2551 -0.0178 -0.0341 -0.0796
Si 9.583 12.1091 5.8672 0.021 0.01 0.0324
Si 1.6318 0.9738 6.7359 -0.0948 0.0114 0.0415
Si 5.6685 0.9855 7.0151 0.0087 0.0502 0.0515
Si 9.6332 0.9361 6.5978 0.0636 0.0058 0.0524
Si 11.5722 4.3161 6.7263 -0.0006 0.0138 0.0562
Si 3.8265 4.3215 6.5646 -0.0042 0.0001 0.036
Si 7.6932 4.1783 6.6284 -0.0078 -0.013 0.0569
Si 2.0306 7.627 6.5175 0.0232 0.0129 0.0566
Si 5.8311 7.7333 6.7008 -0.023 0.005 0.0356
Si 9.7174 7.7055 6.7381 0.0092 0.0315 0.0546
Si 11.4521 10.9909 6.78 -0.0179 0.0286 0.0358
Si 3.6519 10.9335 6.6529 -0.0502 0.0256 0.0445
Si 7.7555 10.973 6.865 0.0701 0.0118 0.0487
O 9.8999 7.8995 8.3993 -0.0315 -0.0233 -0.0003
O 9.9025 0.8242 8.2472 0.0263 -0.0001 -0.0304
O 1.0335 0.918 8.3213 -0.0046 -0.0171 0.0122
O 3.0727 10.5517 8.1634 0.0404 -0.0254 0.028
O 5.8201 7.8989 8.365 0.0032 -0.0034 -0.0175
O 5.6079 1.1814 8.6999 0.015 -0.0165 -0.0094
O 3.7741 4.3343 8.212 0.0232 -0.0043 -0.0036
O 7.65 3.733 8.2532 -0.0074 0.0098 -0.0159
O 0.0451 4.2783 8.3993 -0.0042 -0.0164 -0.01
O 11.1552 10.9509 8.4316 0.0244 -0.0019 -0.017
O 8.1196 10.7647 8.5018 -0.0262 -0.0128 -0.0118
O 2.3735 7.4906 8.1214 -0.0335 -0.0041 0.0037
O 11.422 0.2087 21.2203 -0.0028 0.0145 0.0032
O 9.7653 3.6373 21.3589 0.0089 0.0092 -0.0087
O 4.1428 7.5418 21.5849 -0.0005 0.0065 0.0158
O 6.0093 4.1624 21.3745 -0.0077 -0.0049 0.0114
O 5.7532 9.7508 21.6522 -0.006 0.0021 -0.0089
O 2.1494 3.3774 21.1985 0.0088 0.0057 -0.0062
O 7.3614 13.4483 21.4941 0.0386 0.0016 -0.004
O 4.0147 0.155 21.3565 -0.0124 0.0147 0.0001
O 7.7342 6.9585 21.5824 -0.001 0.0137 0.0113
O 2.1217 10.1781 21.5886 -0.0006 0.0125 0.0217
O 11.543 6.9733 21.3971 0.023 -0.0006 -0.0046
O 10.1711 9.654 21.6257 -0.0386 0.0183 -0.0096
Si 11.5802 6.4487 11.2979 -0.0054 0.0046 0.0034
Si 1.5724 10.3634 16.2439 0.0005 0.0009 -0.0009
Si 0.2272 3.6904 9.9128 -0.0025 -0.0049 0.0111
Si 8.0874 12.8592 20.1688 0.0049 -0.0016 0.0121
Si 2.8405 10.4607 9.7608 0.012 -0.001 -0.0112
Si 2.5721 10.3932 20.0467 0.0037 0.0055 -0.0166
Si 10.3527 3.7023 19.838 0.0021 -0.0034 0.0036
Si 0.2526 12.8 17.0882 0.0034 0.0014 0.0039
Si 10.8187 0.6996 19.7703 0.0001 0.0065 -0.0067
Si 3.1638 7.7515 16.2319 -0.0007 -0.0013 0.0026
Si 0.3304 6.4877 19.8949 -0.0017 0.0026 0.0005
Si 9.3889 2.5212 14.2831 0.0008 0 -0.0026
Si 2.9077 2.5451 11.034 0.0034 -0.003 -0.0017
Si 5.1332 11.9806 15.3471 -0.001 -0.0002 0.0001
Si 4.9415 8.6761 20.7072 0.0036 0.0089 0.0049
Si 3.6082 -0.3896 11.2808 0.0015 -0.0005 -0.0031
Si 5.5893 8.8835 14.7962 0.0001 -0.0011 0.0022
Si -0.1642 11.3155 10.0062 -0.0001 0.0032 0.0164
Si 9.4547 10.0161 20.2089 0.0052 0.0084 0.0129
Si 3.4589 0.0492 19.8245 -0.0036 0.0023 -0.0051
Si 7.4689 4.704 9.5414 -0.002 0.0104 -0.0026
Si 2.3705 12.3561 14.1565 -0.0006 -0.0028 -0.0035
Si 6.1859 0.5904 10.1359 -0.0006 -0.0041 0.0046
Si 2.7954 2.8994 19.7567 0.0003 -0.0012 -0.0032
Si 5.7178 4.4403 13.6499 0 -0.0006 0.0012
Si 7.4754 0.2118 15.5906 -0.0045 0.003 0.0026
Si 9.6107 11.3425 15.2018 0.0021 0.0004 -0.0007
Si 1.9895 6.565 13.5519 -0.0058 0.003 0.0007
Si 2.8427 3.5264 14.0119 -0.0006 -0.0024 0.0044
Si 11.7016 9.1693 18.4025 -0.0075 -0.0012 -0.0031
Si 11.2321 0.8739 9.2037 0.0099 -0.0028 0.0091
Si 9.1266 7.3236 9.7149 0.0002 -0.0049 -0.0017
Si 8.6773 8.5573 14.5743 0.0026 -0.001 -0.001
Si 4.7774 7.1562 12.3493 0.0004 0.0006 -0.0044
Si 2.9742 5.6271 18.7497 -0.0024 0.0023 0.0011
Si 2.5383 7.4029 9.7186 -0.0011 0.0025 -0.0027
Si 6.2649 8.4252 9.8438 -0.0011 0.0063 0.0087
Si 4.3323 4.7611 9.6587 0.006 0.0004 0.0004
Si 9.3546 10.4964 12.2766 -0.0008 -0.0015 -0.0006
Si 5.9477 13.03 17.957 0.0022 0.0002 0.0007
Si 7.9813 4.9313 18.3572 0.0019 -0.0061 -0.0056
Si 8.3084 5.4066 15.1942 0.0011 0.0024 0.0015
Si 7.3237 11.0727 9.9147 -0.0066 0.0005 0.0022
Si 5.3896 4.1977 19.8592 0.0003 -0.0019 0.0002
Si 0.7858 1.4903 15.0364 -0.0004 0.0007 0.0025
Si 7.5535 7.5262 20.0772 -0.0012 0.0066 -0.008
Si 7.6479 2.7865 11.8571 0.002 0.0009 -0.0025
O 3.4539 6.0803 10.1005 -0.0007 0.0043 -0.0034
O 1.9482 2.6558 15.0766 -0.0159 -0.0092 -0.0123
O -0.3577 12.9454 10.1757 -0.0009 -0.0165 -0.0242
O 8.3614 8.8999 19.8248 0.0088 -0.0077 0.0142
O 2.4196 1.3105 19.51 0.0201 -0.0068 0.019
O 8.1526 5.2995 16.7965 0.0033 -0.0044 -0.007
O 2.7419 11.982 19.6941 0.015 -0.0076 0.0142
O 7.1619 8.7659 15.1352 -0.0157 -0.0046 -0.0087
O 1.2848 0.1846 14.1731 0.0072 0.0075 0.0177
O 4.4123 3.809 14.4441 -0.007 0.0105 -0.0302
O 4.2468 3.4133 10.6137 0.0067 0.0082 0.004
O 10.9559 2.08 14.4821 -0.0029 -0.0033 0.0094
O 11.3848 4.84 10.9933 0.0148 0.015 -0.0182
O 10.8459 12.018 16.0393 0.0019 0.0096 -0.0016
O 8.9371 6.9073 14.7645 -0.0161 -0.006 0.0044
O 1.7848 3.3612 10.2067 -0.0196 -0.0069 0.0053
O 8.4665 5.932 9.2149 -0.0043 0.0124 0.0236
O 11.1495 2.2958 19.5229 -0.0244 0.0004 0.0158
O 5.4094 7.6045 10.93 0.0064 0.009 -0.0156
O 11.4184 7.5927 18.7815 0.0186 0.0121 0.0186
O 7.8716 8.2613 10.1537 -0.0015 -0.0223 -0.0115
O 10.1357 7.1532 10.9859 0.0059 -0.0129 -0.0214
O 9.2218 4.1107 14.7155 -0.0189 -0.0064 -0.0001
O 8.8321 11.4713 20.5182 -0.0075 0.0056 -0.0287
O 10.5758 10.5171 11.1655 0 0.0189 0.0023
O 8.362 12.2381 15.76 -0.0033 0.0083 -0.0128
O 4.4394 2.8746 19.7952 -0.0186 0.0311 -0.0005
O 4.6581 0.2244 18.7353 -0.0045 -0.0222 0.0069
O 10.4735 10.0903 18.9467 0.0126 -0.0165 0.0015
O 6.7941 0.6929 17.0175 0.0001 -0.0274 -0.0148
O 0.5157 6.7466 12.8319 0.0178 -0.005 -0.0173
O 1.0521 7.1369 10.301 0.0039 -0.0092 0.0179
O 3.1431 7.181 12.5564 -0.0024 -0.0194 0.0198
O 3.9485 9.5562 19.7653 -0.0124 0.001 0.0283
O 6.7915 5.1968 14.6138 0.0133 -0.0137 -0.0091
O 0.5756 0.9131 16.5478 -0.002 -0.0102 -0.0271
O 1.5504 11.7817 17.1016 -0.023 -0.0064 -0.0139
O 5.3982 8.2887 13.3121 -0.0107 -0.004 0.021
O 2.9734 12.3736 12.6416 -0.004 0.0132 0.007
O 6.4356 3.1913 12.8821 0.0102 0.0181 -0.0081
O 2.7997 9.3223 16.5843 -0.0045 0.0019 -0.0244
O 5.9984 7.8897 19.7491 0.0018 0.0109 0.0284
O 1.952 6.3915 19.7626 -0.0085 -0.018 -0.0186
O 1.4456 9.6895 19.1358 -0.0131 -0.0003 0.0107
O 9.4855 9.7114 15.4667 0.0008 0.0227 -0.0178
O 3.103 8.8892 10.203 -0.0149 -0.0021 -0.0158
O 8.9808 9.0408 13.0078 -0.0049 0.0236 0.0129
O 2.1537 7.3102 15.0019 0.0214 -0.0037 -0.0025
O 9.1358 3.8659 18.7765 0.0015 0.0201 0.0133
O 4.7371 7.903 15.8008 -0.0017 0.0054 -0.0119
O 7.2496 1.5933 10.8359 -0.0069 0.0046 0.0045
O 8.1214 6.3614 19.1132 -0.0114 -0.008 0.0067
O 5.9114 5.1631 9.6247 0.0037 -0.0203 0.0045
O 6.9893 -0.9295 19.0559 -0.0091 0.0196 -0.0079
O 11.0613 2.2514 10.0913 0.0165 0.0014 -0.023
O 8.9805 2.3853 12.705 -0.0217 0.012 0.02
O 9.7053 11.5066 13.5471 -0.0108 -0.0266 0.0099
O 6.5672 4.2032 18.7367 0.0037 0.015 0.0159
O 6.0393 10.0447 9.962 0.0286 -0.0149 -0.0036
O 1.3538 10.8353 10.2882 -0.0049 0.0008 -0.0125
O 5.1651 10.4633 14.7455 0.0037 0.001 0.0121
O 1.6936 10.9067 14.6617 0.0171 0.0169 0.0176
O 11.3689 13.075 18.6171 -0.0016 0.0044 0.0068
O 5.4408 11.8428 16.952 0.0058 0.0285 -0.0176
O 8.0907 10.9867 11.3588 -0.0035 -0.0014 0.0028
O 11.3067 5.0084 19.6254 -0.0003 0.0068 0.0093
O 8.3708 1.4785 15.0718 0.0125 -0.0032 0
O 2.4273 4.0479 18.6032 0.0148 0.0141 0.0299
O 3.7529 11.6954 10.324 -0.0036 0.0095 0.0104
O 9.1849 0.5743 19.7056 0.0141 -0.0192 0.0114
O 2.7729 2.6498 12.6458 0.0054 0.0205 -0.0038
O 3.6491 12.6266 15.1381 0.0088 -0.019 -0.0139
O 7.9957 4.0824 10.9381 -0.0194 -0.0147 -0.0025
O 5.1137 0.2538 11.3326 0.0095 -0.0086 -0.0107
O 4.4289 5.4872 19.4925 -0.0141 -0.0245 -0.0153
O 6.2066 13.0531 14.6731 -0.0161 -0.0099 0.0327
O 3.0594 6.5714 17.3896 0.0027 0.002 -0.0015
O 2.7793 0.9313 10.7149 -0.0063 0.0073 0.0154
O 0.2934 9.4478 16.7882 0.002 0.0103 0.0309
O 5.2245 5.6074 12.618 -0.004 -0.0017 0.0079
O 2.1399 4.9677 13.7898 0.0143 -0.0006 -0.0012
O 6.8929 12.6078 9.706 -0.0065 0.006 0.0215

Results
free energy: -166469.150 eV
free energy less fixed offsets of O -569.03, Si -635.61 eV per atom: -5.100 eV

The program warned: the cutoff lies below the one the program advises for these potential files; the exchange-correlation potential is rough where the density is thin.
